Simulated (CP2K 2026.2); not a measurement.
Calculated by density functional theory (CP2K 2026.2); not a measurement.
Periodic cell of 504 atoms, Si360O144, from a study of silicon, its oxide and their interface. The atomic structure is a simulated model.
Doubt: the forces sum to 2.55 eV/angstrom along one axis rather than to zero, so they err by at least 0.0051 eV/angstrom per atom on average; the grid cutoff is modest.

Settings: functional PBE; method Gaussian and plane waves; basis set DZVP-MOLOPT-SR-GTH; pseudopotentials GTH-PBE; grid cutoff 350 Ry, relative cutoff 50 Ry; k points Gamma only; occupations fixed; spin none; net charge 0.

Cell vectors (angstrom)
a	16.32	0	0
b	0	16.32	0
c	-6.965	-7.5229	33.4556

Atoms and the computed forces on them: element, x, y, z (angstrom), force x, y, z (eV/angstrom)
Si	1.659	14.511	0.015	-0.05	0.244	0.785
Si	4.387	1.024	0.099	-0.13	0.059	0.73
Si	1.097	4.503	0.1	0.006	-0.154	0.732
Si	4.179	6.646	0.134	-0.141	0.306	0.72
Si	1.208	9.714	0.22	0.216	-0.151	0.785
Si	3.99	12.389	0.001	0.133	-0.228	0.707
Si	6.604	15.128	0.129	0.136	-0.084	0.683
Si	2.732	-6.37	33.335	-0.186	0.26	0.684
Si	6.399	4.379	0.124	0.213	-0.218	0.757
Si	9.206	6.948	0.052	0.149	-0.02	0.75
Si	0.109	1.737	33.37	-0.206	0.173	0.777
Si	9.913	11.993	0.085	-0.418	0.23	0.65
Si	4.912	7.625	33.404	0.303	-0.142	0.707
Si	14.76	1.692	0.163	-0.061	-0.077	0.706
Si	12.53	3.864	0.002	-0.145	0.128	0.785
Si	15.24	6.748	0.034	-0.235	0.082	0.695
Si	11.981	9.573	0.137	0.321	-0.138	0.659
Si	15.307	11.935	0.172	-0.276	0.14	0.7
Si	2.704	-0.084	1.283	-0.019	-0.029	-0.068
Si	5.41	2.685	1.402	-0.015	0.014	-0.043
Si	2.662	5.512	1.494	0.014	-0.004	-0.051
Si	5.47	8.202	1.321	0.012	-0.012	-0.059
Si	2.817	10.893	1.407	-0.006	0.012	-0.055
Si	5.439	13.575	1.404	-0.012	0.01	-0.052
Si	8.186	0.034	1.33	0.01	-0.006	-0.032
Si	10.865	2.721	1.231	0.025	-0.004	-0.051
Si	8.058	5.438	1.398	0.003	0.015	-0.078
Si	10.804	8.051	1.411	-0.044	-0.006	-0.032
Si	8.154	10.897	1.228	0.024	-0.018	-0.049
Si	10.915	13.608	1.457	-0.002	0.002	-0.04
Si	13.567	-0.037	1.214	-0.005	0.014	-0.051
Si	-0.001	2.862	1.42	0	0.026	-0.034
Si	13.642	5.497	1.289	0.02	-0.004	-0.038
Si	0.033	8.169	1.508	0.005	0.004	-0.057
Si	13.608	10.81	1.359	0.001	0.009	-0.052
Si	0.075	13.543	1.44	-0.013	0.009	-0.059
Si	1.365	1.36	2.632	0.027	0	0.017
Si	4.018	4.041	2.746	0.011	0.018	0.033
Si	1.373	6.851	2.879	0	0.013	0.037
Si	4.146	9.526	2.738	-0.011	-0.028	0.014
Si	1.416	12.199	2.806	0.009	-0.018	0.033
Si	4.05	14.936	2.741	-0.001	0.018	0.036
Si	6.842	1.382	2.731	-0.001	-0.008	0.019
Si	9.51	4.06	2.645	-0.004	-0.002	-0.004
Si	6.751	6.823	2.759	-0.008	0.02	0.048
Si	9.487	9.535	2.689	-0.03	0.016	0.042
Si	6.826	12.206	2.684	0.014	-0.02	0.002
Si	9.487	14.957	2.733	-0.004	0.013	0.012
Si	12.207	1.33	2.635	0.017	0.012	0.029
Si	14.957	4.184	2.774	-0.037	-0.003	0.038
Si	12.233	6.744	2.708	0.021	0.011	0.002
Si	14.919	9.489	2.793	-0.002	0.003	0.037
Si	12.318	12.24	2.739	0.009	-0.006	0.019
Si	14.955	14.97	2.638	-0.021	0.006	0.004
Si	-0.013	0.019	4.007	0.011	-0.005	0.006
Si	2.687	2.675	4.085	-0.016	0.006	0.007
Si	-0.01	5.476	4.175	-0.01	-0.017	-0.002
Si	2.776	8.204	4.145	-0.002	-0.001	0.002
Si	0.002	10.852	4.119	0.014	-0.003	-0.01
Si	2.729	13.597	4.143	0.012	0.006	-0.002
Si	5.447	-0.003	4.057	-0.014	0	-0.008
Si	8.19	2.731	4.08	-0.004	-0.005	-0.001
Si	5.401	5.426	4.085	0.001	0.006	-0.007
Si	8.145	8.182	4.086	-0.014	0.017	-0.019
Si	5.482	10.881	4.096	-0.005	0.019	-0.006
Si	8.145	13.58	4.072	-0.001	0.017	0.013
Si	10.877	0	4.06	0.017	0	-0.014
Si	13.57	2.722	4.023	0.007	-0.006	-0.03
Si	10.866	5.395	4.049	-0.01	-0.007	0.013
Si	13.557	8.121	4.108	0.008	-0.002	-0.005
Si	10.882	10.883	4.048	0	-0.013	-0.019
Si	13.652	13.617	4.074	0.015	-0.032	0.015
Si	1.385	-1.374	16.292	-0.003	-0.002	-0.015
Si	4.098	1.367	16.342	-0.001	0.011	0.001
Si	1.371	4.095	16.305	0.008	0.015	-0.011
Si	4.084	6.804	16.315	0.003	-0.012	-0.013
Si	1.377	9.541	16.332	0.008	0.016	-0.002
Si	4.06	12.235	16.338	-0.007	0.003	-0.003
Si	6.788	-1.344	16.35	0.007	-0.002	0.002
Si	9.489	1.358	16.33	0.001	-0.014	-0.001
Si	6.801	4.074	16.344	-0.002	-0.001	-0.004
Si	9.522	6.786	16.361	0.007	0.001	0.001
Si	6.796	9.527	16.318	-0.01	0.01	-0.011
Si	9.501	12.241	16.29	0.001	-0.011	-0.014
Si	12.225	-1.366	16.254	0.005	-0.009	-0.021
Si	-1.365	1.374	16.26	0	0.001	-0.016
Si	12.233	4.1	16.319	0.013	-0.005	-0.007
Si	-1.379	6.802	16.33	-0.01	0	-0.003
Si	12.262	9.502	16.315	-0.01	-0.002	-0.007
Si	-1.346	12.224	16.304	-0.004	0.001	-0.008
Si	2.706	0.007	17.661	-0.003	-0.019	0.018
Si	5.469	2.709	17.731	-0.005	-0.008	0.006
Si	2.746	5.434	17.676	-0.005	0.012	0.014
Si	5.423	8.18	17.674	0.009	-0.013	-0.014
Si	2.722	10.886	17.751	-0.009	-0.013	0.011
Si	5.405	-2.708	17.682	-0.004	-0.011	0.025
Si	8.132	0.022	17.74	-0.004	0.001	0.01
Si	10.869	2.726	17.648	0.014	0.008	0.022
Si	8.14	5.431	17.725	0.005	0.014	0.021
Si	10.935	8.132	17.696	0.009	-0.003	-0.004
Si	8.173	10.872	17.667	0.004	0.016	0.012
Si	10.82	-2.667	17.613	0.001	0.01	-0.017
Si	-2.685	-0.047	17.574	-0.012	0.006	0.007
Si	-0.039	2.757	17.619	-0.004	-0.003	-0.006
Si	-2.745	5.453	17.717	-0.005	0.016	0.005
Si	-0.008	8.183	17.648	-0.003	-0.022	0.007
Si	-2.714	10.879	17.669	0.007	0.004	0.032
Si	0.069	-2.775	17.642	0.005	-0.003	-0.002
Si	1.289	1.384	18.946	-0.002	-0.007	-0.029
Si	4.101	4.074	19.065	0.005	0.017	-0.013
Si	1.355	6.813	18.975	0.002	0.004	-0.036
Si	4.091	9.504	19.095	-0.007	0.004	0.002
Si	1.361	-4.081	19.14	-0.009	0.008	-0.006
Si	4.037	-1.345	19.057	0.005	0.01	-0.018
Si	6.8	1.369	19.168	-0.008	0.025	-0.008
Si	9.526	4.062	19.066	-0.009	-0.037	-0.014
Si	6.757	6.839	19.048	0.011	-0.014	-0.017
Si	9.57	9.504	19.002	0.003	-0.005	-0.024
Si	6.793	-4.081	18.997	-0.006	0.003	-0.042
Si	9.498	-1.353	19.071	0.017	-0.016	-0.005
Si	12.26	1.296	18.888	-0.011	-0.003	-0.034
Si	-1.37	4.083	19.039	0.002	-0.007	-0.002
Si	12.259	6.803	19.15	-0.012	0.012	-0.023
Si	-1.324	9.542	19.048	0.01	0.008	-0.014
Si	12.183	-4.021	18.909	0	-0.009	-0.03
Si	-1.286	-1.392	18.916	0.011	0.002	-0.026
Si	-0.002	-0.013	20.316	-0.001	-0.008	0.052
Si	2.628	2.711	20.313	-0.005	0.015	0.039
Si	0.011	5.471	20.357	-0.006	0.016	0.054
Si	2.671	8.145	20.404	-0.023	0.002	0.057
Si	-0.002	10.874	20.515	0.018	-0.002	0.065
Si	2.702	-2.682	20.493	-0.017	0.004	0.049
Si	5.358	0.014	20.474	-0.017	-0.007	0.073
Si	8.221	2.71	20.528	0.017	0.004	0.057
Si	5.417	5.489	20.45	0.006	-0.012	0.039
Si	8.216	8.143	20.364	0.005	-0.027	0.055
Si	5.509	10.853	20.407	0.019	0.012	0.06
Si	8.082	-2.694	20.402	-0.012	-0.004	0.072
Si	10.941	0.006	20.338	0.006	0.008	0.063
Si	-2.708	2.593	20.269	0.013	-0.014	0.033
Si	10.863	5.41	20.477	0.026	0.028	0.05
Si	-2.645	8.198	20.46	-0.008	-0.034	0.046
Si	10.857	10.976	20.307	-0.01	0.009	0.032
Si	-2.7	-2.718	20.194	0.005	-0.01	0.043
Si	1.504	-1.059	21.773	-0.069	-0.291	-0.711
Si	3.687	1.174	21.691	0.225	0.011	-0.761
Si	1.502	4.246	21.679	-0.175	-0.131	-0.751
Si	3.691	6.512	21.735	0.236	0.074	-0.749
Si	1.193	9.294	21.844	0.097	0.241	-0.765
Si	4.358	-3.878	21.666	-0.196	-0.045	-0.772
Si	6.486	-1.593	21.768	0.153	0.205	-0.758
Si	9.897	1.538	21.774	-0.193	-0.053	-0.708
Si	7.036	4.367	21.726	-0.023	-0.146	-0.734
Si	9.258	6.573	21.792	0.204	0.09	-0.7
Si	7.142	9.719	21.703	-0.148	-0.039	-0.673
Si	9.245	-4.271	21.671	0.14	0.084	-0.752
Si	-3.753	-1.167	21.554	-0.148	-0.007	-0.753
Si	-1.58	1.058	21.664	0.117	0.176	-0.762
Si	-4.237	3.724	21.569	-0.039	0.134	-0.671
Si	-0.993	7.062	21.755	-0.255	-0.062	-0.782
Si	-3.862	9.873	21.577	-0.006	-0.146	-0.706
Si	-1.692	-4.238	21.641	0.252	0.021	-0.715
Si	-1.511	-1.345	28.945	-0.045	-0.059	0.05
Si	5.42	2.619	23.815	-0.015	0.007	-0.141
Si	1.112	-0.113	28.658	-0.017	0.033	0.004
Si	3.124	1.866	28.572	-0.061	-0.027	-0.017
Si	0.595	7.175	30.744	-0.051	0.029	0.093
Si	8.234	5.81	28.907	0.054	-0.004	-0.018
Si	6.796	-0.104	24.513	-0.061	-0.108	-0.084
Si	5.588	-1.925	26.536	-0.079	0.05	0.046
Si	-1.732	3.031	31.19	0.016	0.065	0.161
Si	11.342	7.835	23.54	-0.136	0.004	-0.078
Si	8.532	10.182	26.204	-0.016	0.007	0.021
Si	0.221	-6.063	27.876	0.04	-0.063	0.127
Si	-5.741	-2.406	28.207	0.012	-0.073	-0.06
Si	9.658	0.096	24.606	0.054	0.078	-0.208
Si	7.952	-3.589	27.272	-0.016	-0.087	0.089
Si	-5.009	9.137	26.154	0.048	0.039	-0.025
Si	1.059	1.74	26.616	-0.031	0.14	-0.111
Si	-5.322	-3.863	30.696	0.034	-0.033	0.184
Si	3.859	-2.168	31.261	-0.018	-0.02	0.133
Si	-1.825	8.35	29.055	0.087	0.007	0.064
Si	4.435	5.531	31.314	-0.075	0.062	0.179
Si	-0.076	2.668	23.957	-0.044	-0.037	-0.148
Si	-0.971	3.674	28.123	0	-0.125	0.171
Si	7.834	6.165	26.042	0.041	0.025	0.007
Si	2.419	-4.995	23.751	0.02	-0.102	-0.054
Si	4.245	9.727	28.306	-0.188	0.067	0.037
Si	-4.073	-4.193	26.177	-0.048	0.056	0.026
Si	3.843	4.658	28.598	-0.031	0.034	0.067
Si	-4.296	7.067	28.223	-0.042	-0.032	-0.023
Si	-0.7	-3.559	30.594	-0.049	0.126	0.215
Si	-2.904	5.628	23.521	-0.005	-0.005	0.003
Si	3.403	-4.172	26.635	0.083	0.13	-0.107
Si	5.288	-0.261	29.185	-0.016	-0.006	0.03
Si	7.005	4.136	31.077	0.067	-0.028	0.088
Si	6.856	1.1	31.334	-0.03	-0.026	0.163
Si	-1.015	-3.398	26.6	-0.072	-0.03	-0.099
Si	6.616	8.667	24.606	-0.014	-0.071	-0.102
Si	-4.807	2.129	26.226	-0.021	-0.037	-0.044
Si	2.108	8.276	26.809	0.038	-0.042	-0.053
Si	9.031	-6.121	30.895	0.106	0.002	0.118
Si	2.022	-2.97	29.116	0.104	0.082	0.095
Si	-2.916	-5.656	30.618	0.047	0.017	0.129
Si	-4.073	0.892	31.382	0.073	0.01	0.202
Si	1.143	5.809	28.287	0.114	-0.005	0.121
Si	0.111	-2.921	23.717	-0.072	0.081	-0.07
Si	-2.492	3.793	25.628	0.052	-0.03	-0.045
Si	2.089	-6.506	30.397	-0.102	0.009	0.086
Si	-6.161	7.553	30.502	0.035	-0.113	0.033
Si	3.999	7.325	24.752	0.025	-0.03	-0.116
Si	-4.3	0.131	28.499	0.008	0.033	-0.02
Si	10.907	-2.646	23.8	-0.026	0.102	-0.148
Si	7.15	-6.106	28.683	0.048	0.169	-0.097
Si	5.267	4.671	25.929	0.049	0.074	-0.075
Si	10.299	4.928	27.022	-0.09	0.031	-0.013
Si	1.335	14.983	5.423	-0.007	0.013	0.005
Si	4.085	1.349	5.432	0.005	-0.005	0.007
Si	1.348	4.055	5.458	0.007	0.002	0.01
Si	4.087	6.79	5.477	0.002	-0.002	0.016
Si	1.374	9.526	5.486	-0.002	0.001	0.015
Si	4.11	12.237	5.463	-0.007	-0.019	0.013
Si	6.789	14.948	5.428	0	-0.007	0.007
Si	9.533	1.357	5.437	-0.004	-0.001	0.011
Si	6.804	4.087	5.425	-0.003	-0.002	0.008
Si	9.519	6.794	5.407	0.012	0	0.005
Si	6.81	9.521	5.472	-0.006	-0.006	0.004
Si	9.53	12.238	5.424	0	-0.005	0.004
Si	12.251	14.962	5.414	-0.002	0.003	0.002
Si	14.948	1.369	5.39	0	0.006	0
Si	12.22	4.051	5.426	0.007	-0.003	0.001
Si	14.932	6.812	5.5	0.007	0.007	0.015
Si	12.211	9.515	5.435	0.013	0.02	0.014
Si	14.983	12.252	5.451	-0.005	0.01	0.015
Si	2.712	0.002	6.792	0	-0.001	-0.001
Si	5.444	2.72	6.785	0.004	-0.004	0.001
Si	2.714	5.425	6.812	-0.008	-0.002	-0.001
Si	5.451	8.155	6.823	-0.007	0.001	0.005
Si	2.736	10.891	6.825	-0.003	0.003	0.004
Si	5.452	13.601	6.819	-0.002	0.008	0
Si	8.161	-0.008	6.781	-0.001	0.004	0
Si	10.878	2.71	6.81	0.003	-0.008	0.004
Si	8.161	5.446	6.788	-0.007	0.003	-0.005
Si	10.866	8.148	6.794	0.002	0.008	-0.003
Si	8.177	10.886	6.807	-0.001	0.005	0.004
Si	10.889	13.603	6.78	-0.001	0.001	0.003
Si	13.605	0.006	6.775	-0.003	0.001	-0.004
Si	-0.022	2.703	6.797	-0.006	0.006	-0.001
Si	13.573	5.416	6.807	0	0.001	-0.002
Si	0	8.165	6.832	-0.002	-0.001	0.004
Si	13.592	10.882	6.782	0.011	-0.006	0
Si	0.005	13.618	6.81	0.007	-0.013	0.002
Si	1.354	1.358	8.158	-0.008	-0.001	-0.009
Si	4.087	4.073	8.162	0.001	0.011	-0.009
Si	1.357	6.788	8.174	-0.009	-0.011	-0.001
Si	4.087	9.515	8.176	-0.005	-0.004	-0.005
Si	1.368	12.257	8.166	0.008	0.01	0.003
Si	4.073	-1.358	8.157	-0.002	-0.006	0
Si	6.802	1.356	8.143	-0.006	-0.002	-0.009
Si	9.514	4.081	8.153	0.011	0.004	-0.005
Si	6.811	6.797	8.172	0.001	0.011	0
Si	9.521	9.513	8.165	0	0.001	-0.001
Si	6.815	12.24	8.17	-0.002	-0.001	-0.002
Si	9.525	-1.363	8.145	0.005	-0.005	-0.006
Si	12.247	1.352	8.157	0	0.002	0.002
Si	-1.372	4.067	8.162	-0.006	-0.007	0.001
Si	12.226	6.793	8.158	-0.002	-0.009	-0.006
Si	-1.368	9.535	8.162	0.01	0.012	0
Si	12.238	12.241	8.151	-0.004	0.001	-0.005
Si	-1.367	-1.349	8.158	0.006	0.004	-0.008
Si	-0.003	0.002	9.523	0.005	-0.006	0.003
Si	2.717	2.719	9.517	-0.002	0	-0.001
Si	-0.008	5.428	9.522	-0.002	0.002	0
Si	2.723	8.152	9.527	0.001	0.005	-0.005
Si	0	10.891	9.515	-0.004	0.006	-0.004
Si	2.724	13.607	9.528	-0.006	-0.006	0.002
Si	5.439	0.004	9.508	-0.003	0.004	-0.006
Si	8.154	2.719	9.509	-0.004	-0.001	-0.005
Si	5.442	5.437	9.523	0.002	-0.006	0
Si	8.162	8.161	9.532	0.001	-0.003	0.001
Si	5.45	10.879	9.528	-0.002	0.004	-0.001
Si	8.172	13.602	9.521	-0.001	0.002	-0.003
Si	10.88	-0.004	9.513	0.003	-0.001	-0.002
Si	13.596	2.711	9.527	0.003	0.003	-0.001
Si	10.87	5.44	9.52	-0.001	0.009	-0.002
Si	13.594	8.158	9.51	0.001	-0.005	-0.009
Si	10.882	10.879	9.518	0.004	-0.005	-0.002
Si	13.594	13.603	9.514	-0.002	-0.001	0
Si	1.361	-1.355	10.882	0.002	-0.001	0.003
Si	4.081	1.36	10.874	0.003	-0.007	-0.001
Si	1.361	4.079	10.884	-0.003	0.004	0.002
Si	4.085	6.797	10.89	-0.002	-0.001	0.002
Si	1.36	9.522	10.87	-0.006	-0.003	-0.001
Si	4.084	12.241	10.878	-0.003	0.01	0
Si	6.801	-1.355	10.867	-0.002	-0.006	-0.002
Si	9.515	1.361	10.867	0.006	0.005	-0.004
Si	6.801	4.077	10.88	0	0	0
Si	9.518	6.797	10.887	0.001	0.003	0
Si	6.804	9.52	10.895	0.001	-0.005	0
Si	9.521	12.236	10.885	0.001	-0.002	0.001
Si	12.234	-1.362	10.881	-0.005	0	-0.002
Si	-1.36	1.36	10.889	-0.001	0.003	0
Si	12.234	4.081	10.874	-0.003	-0.004	0.001
Si	-1.366	6.799	10.871	0.002	0.001	0.003
Si	12.239	9.515	10.875	0.005	0.003	-0.003
Si	-1.362	12.245	10.874	0.006	0.001	0.002
Si	2.729	0	12.238	-0.004	0.001	0.003
Si	5.437	2.721	12.237	-0.005	0.002	0
Si	2.718	5.442	12.249	0	-0.002	0.004
Si	5.447	8.156	12.253	0	0.006	0.004
Si	2.723	10.877	12.232	0	-0.002	0
Si	5.444	-2.715	12.229	0.004	0.001	0.001
Si	8.154	0.005	12.231	-0.005	0.003	-0.001
Si	10.867	2.727	12.228	0.002	-0.001	-0.001
Si	8.157	5.437	12.245	0.003	0.003	0.002
Si	10.876	8.163	12.24	0	-0.009	0
Si	8.16	10.882	12.256	-0.002	0.001	0.005
Si	10.878	-2.724	12.245	0.005	-0.004	0.004
Si	13.591	0.002	12.242	0.003	-0.006	0.002
Si	0.005	2.719	12.247	0.003	0	0.005
Si	13.594	5.443	12.233	-0.004	0.002	0
Si	0.002	8.158	12.225	-0.002	0.003	0.001
Si	13.606	10.871	12.23	-0.004	0	-0.002
Si	-0.002	-2.717	12.232	0	0	0.003
Si	1.377	1.36	13.6	0.007	-0.009	0.006
Si	4.084	4.082	13.604	0.001	0.001	0.005
Si	1.356	6.812	13.602	-0.005	0.007	0.003
Si	4.081	9.522	13.601	-0.005	0	0.007
Si	1.362	12.239	13.584	-0.005	0.005	0.002
Si	4.094	-1.358	13.597	0.003	-0.011	-0.003
Si	6.795	1.363	13.597	0.001	-0.002	0.005
Si	9.514	4.077	13.605	0.004	-0.001	-0.004
Si	6.809	6.795	13.615	0.003	-0.013	0.005
Si	9.52	9.514	13.613	0.006	0	0.007
Si	6.786	12.249	13.602	-0.009	0.012	-0.001
Si	9.506	-1.358	13.593	0.001	-0.001	0.007
Si	12.222	1.374	13.587	-0.012	0.012	-0.006
Si	-1.359	4.091	13.593	0	0	0.005
Si	12.231	6.799	13.595	-0.001	0.009	0.004
Si	-1.35	9.512	13.59	0.006	-0.006	-0.003
Si	12.243	12.222	13.589	0.015	-0.012	0
Si	-1.362	-1.361	13.593	-0.007	0.003	0.005
Si	0.012	-0.006	14.943	0	0	0.001
Si	2.734	2.72	14.968	0.005	-0.002	-0.001
Si	-0.005	5.453	14.962	0.001	0.002	-0.001
Si	2.722	8.17	14.964	-0.001	-0.002	-0.001
Si	0.014	10.873	14.946	0.002	-0.001	0.004
Si	2.734	-2.731	14.938	-0.006	-0.002	0.001
Si	5.443	0.007	14.967	0	-0.002	0.003
Si	8.147	2.721	14.963	-0.002	0.003	0.001
Si	5.447	5.434	14.972	-0.003	0.008	-0.004
Si	8.168	8.151	14.985	-0.005	-0.002	0.003
Si	5.43	10.887	14.967	0.004	0.003	-0.001
Si	8.135	-2.705	14.961	0	-0.009	0.001
Si	10.857	0.018	14.943	0.008	0.004	0
Si	-2.738	2.741	14.937	-0.007	-0.004	-0.006
Si	10.867	5.447	14.962	0.001	-0.001	0.006
Si	-2.716	8.151	14.942	-0.001	-0.006	0.002
Si	10.888	10.871	14.965	0.012	0.009	-0.002
Si	-2.716	-2.741	14.939	-0.01	-0.004	-0.005
O	-3.166	-5.841	32.196	-0.291	0.212	-0.015
O	-0.486	2.361	31.983	0.269	-0.052	-0.428
O	2.609	0.061	22.245	-0.133	0.125	0.453
O	8.117	5.488	22.28	-0.033	-0.014	0.266
O	0.94	0.186	27.066	-0.191	-0.423	-0.357
O	1.793	8.248	30.645	0.301	-0.246	-0.22
O	-0.772	7.707	30.08	-0.147	-0.137	0.197
O	-6.843	3.313	33.229	0.137	0.124	-0.483
O	-1.114	3.526	24.835	0.312	0.094	0.167
O	3.839	3.127	33.292	0.053	-0.007	-0.222
O	-4.693	9.251	22.83	-0.071	0.08	0.321
O	2.651	5.314	22.149	0.022	-0.184	0.472
O	9.346	-1.927	33.007	0.083	0.072	-0.196
O	4.043	7.225	23.147	0.015	0.193	0.131
O	-5.214	1.549	32.293	-0.064	0.083	-0.37
O	6.617	8.894	23.009	-0.426	-0.329	-0.045
O	8.217	10.87	22.186	0.05	0.018	0.229
O	8.773	-6.417	32.453	0.491	-0.576	0
O	9.821	-3.511	22.984	-0.073	0.089	0.459
O	10.992	2.682	22.226	0.116	-0.006	0.551
O	-0.11	-3.614	32.093	0.338	-0.325	-0.192
O	7.842	4.976	32.181	-0.023	0.73	-0.061
O	-2.682	-0.064	22.139	0.12	0.043	0.622
O	4.553	-1.028	30.384	0.048	0.004	-0.102
O	6.84	4.946	25.675	0.056	-0.534	-0.197
O	-2.909	1.949	31.045	0.166	-0.059	-0.503
O	3.854	8.806	32.993	-0.04	0.125	-0.329
O	-0.079	2.48	27.508	-0.186	-0.176	0.215
O	5.012	4.506	27.509	0.225	0.036	0.281
O	3.469	8.465	27.667	0.404	-0.351	0.249
O	-4.119	5.95	33.023	-0.029	-0.032	-0.299
O	-0.322	-0.319	29.352	-0.25	0.462	0.536
O	-4.903	6.924	29.717	0.217	-0.325	0.02
O	-1.45	8.726	33.065	0.124	-0.045	-0.579
O	-4.135	-4.762	30.086	-0.048	0.097	-0.351
O	0.29	6.836	32.292	0.163	-0.325	-0.084
O	9.436	4.857	28.387	0.164	-0.522	0.269
O	2.057	-1.4	28.789	0.516	0.193	-0.215
O	-2.803	10.987	22.16	-0.215	0.111	0.468
O	0.831	3.624	23.027	-0.045	0.077	0.186
O	5.163	6.821	31.992	0.302	0.202	-0.38
O	9.466	0.722	23.116	-0.242	-0.024	0.016
O	-2.979	5.251	25.088	-0.304	0.246	0.46
O	5.105	8.45	25.128	-0.103	0.423	0.396
O	5.502	1.323	32.208	-0.222	-0.093	-0.286
O	-6.211	9.156	30.312	0.307	0.311	-0.501
O	-4.177	-5.808	26.234	0.199	-0.149	0.235
O	2.109	-5.845	31.894	-0.18	0.531	-0.187
O	-4.69	-3.655	24.801	0.09	-0.197	-0.091
O	-0.878	1.632	23.018	0.028	-0.198	0.049
O	-5.039	-3.517	32.243	0.658	-0.061	0.064
O	-1.712	-2.04	33.221	-0.19	0.093	-0.482
O	5.442	4.262	31.464	-0.216	-0.607	-0.069
O	9.853	7.329	23.132	-0.198	0.122	0.439
O	-4.951	8.408	27.584	-0.396	0.347	0.454
O	3.021	5.204	32.062	-0.423	0.186	-0.634
O	7.813	0.098	32.18	0.308	-0.104	-0.188
O	-1.057	9.275	27.985	-0.274	-0.108	-0.423
O	5.657	-1.322	28.033	0.052	-0.126	0.066
O	7.597	-6.282	30.204	-0.665	-0.118	0.202
O	1.913	9.872	23.211	0.096	-0.252	0.414
O	4.292	-2.863	26.297	-0.105	0.241	-0.295
O	1.906	1.125	29.358	-0.381	0.262	0.572
O	3.578	3.224	29.311	0.14	-0.059	0.507
O	1.275	9.659	26.792	0.067	0.285	-0.484
O	4.285	-5.339	27.293	0.315	-0.11	-0.308
O	-4.533	8.034	25.074	0.191	-0.17	0.447
O	5.428	-2.763	22.202	-0.115	-0.136	0.215
O	10.639	1.057	25.424	0.036	0.085	0.057
O	3.788	-4.628	22.991	0.379	-0.375	0.411
O	-1.482	6.257	23.097	0.232	0.111	0.332
O	-1.056	-2.162	27.63	0.047	0.232	-0.297
O	-6.062	7.309	32.083	-0.491	0.154	-0.043
O	1.246	-3.989	23.327	0.164	0.144	-0.242
O	5.785	9.387	28.552	0.105	-0.453	-0.118
O	-4.774	0.455	30.005	-0.65	0.062	0.12
O	0.574	-3.375	29.647	-0.108	-0.068	-0.25
O	7.094	-4.515	28.309	-0.24	0.388	0.376
O	7.583	6.538	27.611	-0.138	0.553	0.034
O	1.09	5.893	29.906	0.125	-0.498	0.288
O	7.521	7.402	25.062	0.336	-0.117	-0.062
O	10.636	3.442	26.544	-0.337	0.071	-0.171
O	-0.187	-2.897	25.297	0.343	0.329	0.337
O	6.246	3.736	22.995	0.136	0.327	0.373
O	7.037	-0.981	23.171	0.401	0.104	0.12
O	0.098	8.159	22.3	0.119	-0.054	0.634
O	-3.429	-0.359	32.181	-0.001	-0.213	-0.22
O	8.992	-2.595	27.987	-0.265	0.385	0.215
O	8.247	9.574	27.678	0.512	-0.344	0.262
O	3.117	-3.224	30.279	0.304	-0.761	-0.028
O	2.496	5.084	27.822	0.054	-0.145	-0.464
O	7.471	2.583	31.088	0.376	0.107	0.063
O	7.232	9.992	25.279	-0.207	0.384	-0.26
O	-1.5	-4.934	30.32	0.327	-0.299	-0.272
O	-0.173	5.037	27.831	-0.366	0.397	-0.106
O	2.558	7.784	25.336	-0.521	0.164	-0.246
O	-1.234	-3.382	22.952	-0.22	0.243	0.32
O	8.786	6.917	29.937	-0.235	0.323	0.217
O	2.545	2.224	27.085	0.222	0.462	-0.252
O	-5.312	-0.91	27.79	-0.247	0.269	-0.53
O	-2.516	-3.803	26.207	0.02	-0.026	-0.174
O	-3.229	4.256	22.737	0.507	-0.422	0.309
O	-4.28	1.463	27.6	0.055	0.058	0.254
O	-1.719	-2.348	30.207	-0.305	-0.084	0.168
O	-2.687	7.205	28.303	0.344	-0.337	-0.233
O	-5.428	-2.544	29.788	-0.039	0.657	0.071
O	-2.825	-0.508	28.599	0.273	0.285	-0.068
O	0.965	-5.99	29.336	-0.311	0.096	0.212
O	1.127	7.244	27.562	-0.306	0.075	0.033
O	6.927	-2.792	26.336	0.146	0.134	-0.285
O	-0.301	-4.663	27.292	-0.015	-0.098	-0.125
O	4.173	2.043	22.977	-0.361	0.28	0.422
O	-2.315	3.799	27.236	-0.447	0.199	0.39
O	-3.556	2.611	25.317	-0.044	-0.159	-0.297
O	-2.891	9.242	29.879	-0.544	-0.046	-0.175
O	3.531	-6.247	29.719	0.208	0.206	0.096
O	2.811	-1.419	32.238	-0.142	-0.095	-0.249
O	10.223	-1.415	24.578	-0.078	-0.183	0.462
O	4.96	-2.984	32.106	0.102	0.206	-0.184
O	6.403	1.397	24.119	0.194	0.025	-0.179
O	-1.287	3.489	29.701	0.158	0.228	-0.096
O	4.38	0.87	28.486	0.102	0.126	-0.322
O	6.682	-4.779	33.002	-0.024	-0.088	-0.403
O	6.567	0.444	29.885	0.327	-0.091	-0.515
O	0.866	1.904	25.03	0.335	-0.23	-0.176
O	9.38	5.682	25.898	0.297	0.019	-0.405
O	9.584	-4.639	30.614	-0.246	0.199	-0.241
O	0.676	-1.521	23.119	-0.118	0.236	0.315
O	4.188	5.755	29.735	0.005	0.432	-0.332
O	4.873	3.312	25.159	-0.393	-0.169	0.429
O	-4.003	6.679	22.999	-0.184	-0.141	-0.402
O	-4.316	-2.014	22.811	0.072	0.012	0.369
O	1.204	0.581	32.958	0.239	-0.025	-0.486
O	2.702	-4.787	25.319	-0.022	-0.006	0.4
O	8.202	-0.003	25.303	-0.02	0.049	0.681
O	-4.685	5.779	27.333	0.565	-0.293	-0.055
O	2.309	-3.769	27.753	-0.564	-0.289	0.077
O	8.832	-4.56	26.32	0.32	0.199	-0.221
O	5.629	-0.747	25.43	-0.489	0.18	-0.07
O	-2.29	4.271	32.091	0.282	0.102	-0.157
O	-4.869	-3.502	27.402	0.119	-0.304	0.302
O	7.188	4.843	29.647	-0.423	-0.2	-0.458
O	9.817	9.445	25.624	-0.204	-0.034	-0.609
O	4.385	5.901	25.382	-0.204	-0.081	0.14

Results
total energy: -101657.379 eV
total energy less fixed offsets of O -438.35, Si -107.03 eV per atom: -4.179 eV
